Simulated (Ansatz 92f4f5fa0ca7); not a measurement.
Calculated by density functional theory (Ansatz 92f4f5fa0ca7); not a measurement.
Periodic cell of 140 atoms, Si84O56, from a study of silicon, its oxide and their interface. The atomic structure is a simulated model.

Settings: functional r2SCAN; potential files Ansatz norm-conserving; basis plane waves; wave-function cutoff 1300 eV; density cutoff ratio 4; exchange-correlation grid ratio 1; k mesh 2 x 2 x 1, shifted by 0.5 0.5 0.5 of a step; self-consistency stop 5e-08 eV per atom in the density residual; occupations Fermi-Dirac, 0.05 eV; spin none; net charge 0.

Cell vectors (angstrom)
a	10.88	0	0
b	0	10.88	0
c	0	0	19.8775

Atoms: element, x, y, z (angstrom)
Si	-0.2023	0.089	-0.1414
Si	2.4868	2.6339	0.2291
Si	0.6017	4.5573	0.0692
Si	3.59	8.829	-1.1992
Si	5.1666	-0.4336	-0.2938
Si	7.3214	3.0153	0.0064
Si	5.7762	4.7682	0.471
Si	7.4851	7.9555	0.3696
Si	1.2629	1.2088	1.4819
Si	3.9602	3.8498	1.5608
Si	1.8973	7.053	0.95
Si	4.5061	10.3086	1.9599
Si	6.2405	1.3527	1.7245
Si	9.6183	4.476	1.7476
Si	6.6204	6.5687	1.8679
Si	9.3865	9.4083	1.4305
Si	-0.0666	2.8226	3.0114
Si	2.5689	0.0699	2.9431
Si	0.2689	8.1691	2.3944
Si	2.5247	5.2679	2.5391
Si	5.4191	2.7464	3.25
Si	8.0508	-0.123	2.9313
Si	5.3405	8.095	3.0142
Si	8.3646	5.6724	3.1109
Si	1.1683	4.1873	4.3412
Si	3.8791	1.365	4.2898
Si	1.4195	9.3777	4.1631
Si	3.897	6.5242	4.1161
Si	7.1828	4.1824	4.2733
Si	9.4473	1.1611	4.1362
Si	7.0034	9.4207	4.3823
Si	9.5565	7.0668	4.1469
Si	0.0334	-0.3088	5.4802
Si	2.7001	2.6731	5.6051
Si	-0.1692	5.6413	5.4297
Si	2.6743	7.9048	5.6237
Si	5.123	-0.294	5.3722
Si	8.1089	2.5846	5.5312
Si	5.2327	5.3288	5.5514
Si	8.2006	8.142	5.7667
Si	1.2637	1.4306	6.7425
Si	4.0724	3.988	7.116
Si	1.2083	6.5803	7.0537
Si	3.7968	9.4556	7.0341
Si	6.6622	1.2156	6.8004
Si	9.4311	4.1604	6.6096
Si	6.5838	6.6142	6.8548
Si	9.6234	9.444	7.1368
Si	-0.1482	2.8317	7.8442
Si	2.4893	0.1072	8.346
Si	0.1849	8.1761	8.4337
Si	2.8204	5.4063	8.5777
Si	5.3017	2.5368	8.3398
Si	8.2276	0.0575	8.1184
Si	5.1822	8.0116	8.2464
Si	8.0271	5.3964	7.8402
Si	1.3255	3.8632	9.6753
Si	3.439	1.8078	9.7474
Si	0.8911	10.0033	9.6567
Si	4.778	6.0121	9.4617
Si	6.3852	3.747	9.8932
Si	9.6504	1.3804	9.483
Si	6.3852	8.9939	9.8534
Si	8.5664	6.7542	9.5695
Si	3.9555	6.1847	11.6495
Si	5.937	8.5736	16.3878
Si	7.3329	11.1192	15.6466
Si	-0.5343	7.7329	13.4889
Si	9.2224	-0.2298	13.3718
Si	9.9426	5.0563	11.4913
Si	4.4774	-0.3507	12.0385
Si	5.1328	4.9933	17.5524
Si	8.8463	2.2747	11.3059
Si	7.7951	6.6436	17.4527
Si	4.2142	1.9793	17.4887
Si	3.9882	4.26	13.9166
Si	4.931	12.2985	14.563
Si	2.1431	8.4297	12.059
Si	4.823	6.6725	14.3595
Si	13.4619	5.6152	15.928
Si	0.6747	-1.0855	17.9616
Si	-1.0578	13.6176	18.0616
Si	10.1842	0.8287	16.097
Si	-0.3409	6.9585	16.5934
O	2.3786	-1.1819	-1.9357
O	2.953	-3.2881	-0.1941
O	2.861	2.3509	-1.4315
O	3.8471	11.8322	-8.5865
O	-0.2563	4.0222	-1.2886
O	5.7904	7.8382	-4.8852
O	4.5873	8.1778	-2.3524
O	-0.7255	12.3207	-0.9942
O	5.0927	0.7822	-1.6129
O	4.0276	1.4692	-3.9141
O	8.2288	2.9824	-1.4566
O	8.4681	3.5129	1.0278
O	4.9238	5.5995	-0.7986
O	6.4984	9.2631	-0.2221
O	12.0031	6.1388	-3.4081
O	2.1102	2.628	10.4472
O	4.9522	6.9762	12.7813
O	9.0319	1.0369	12.2236
O	2.5743	6.9509	11.4958
O	1.2485	9.3493	11.0822
O	-0.1579	11.1149	10.0874
O	4.374	2.7001	13.7257
O	3.7293	4.726	12.4178
O	10.1921	7.3394	9.5954
O	7.5194	-1.0132	9.1672
O	7.4316	7.6684	10.3749
O	5.7594	9.8973	11.1421
O	8.7099	5.4174	10.4099
O	11.3269	4.9049	10.72
O	2.6481	4.3657	14.8187
O	-4.3386	5.7009	16.9647
O	7.4196	4.0526	8.6968
O	-1.4039	-1.805	12.8855
O	3.6639	9.2051	12.3777
O	0.361	10.7756	16.6831
O	7.2349	2.7614	11.2314
O	7.9681	-0.4096	14.3445
O	9.5719	3.5805	11.9868
O	4.9388	10.9915	13.6051
O	6.5321	1.5928	15.0769
O	6.1728	-0.6631	16.326
O	-2.3008	0.438	16.7624
O	1.0723	8.4067	13.1883
O	3.6669	5.4116	17.0683
O	9.207	-4.8678	16.8855
O	5.2955	5.0578	14.7372
O	-0.6499	2.4461	16.4455
O	10.7805	8.3991	17.4106
O	8.1375	6.886	19.1003
O	-0.4751	0.4723	14.4159
O	0.6533	-4.599	20.0108
O	-0.5776	7.4721	15.0581
O	5.033	14.2781	17.2321
O	10.1712	6.2468	12.5741
O	7.3989	8.1776	17.0468
O	3.146	6.8423	14.8328

Results
free energy: -35859.560 eV
free energy less fixed offsets of O -463.61, Si -117.95 eV per atom: 10.400 eV
pressure: -2.94 GPa
stress xx, yy, zz, yz, xz, xy (GPa, positive in tension): 3.08, 3.67, 2.08, -0.21, -1.17, -0.62

Forces (eV/angstrom), in the order of the atoms: element, x, y, z
Si	-0.6265	0.5596	1.4098
Si	0.0725	1.667	-2.1447
Si	-1.6486	0.3763	-0.1496
Si	0.9372	0.612	-0.4636
Si	-0.5767	-2.2705	-2.1539
Si	1.3825	0.018	-1.2908
Si	-1.6269	1.7037	-0.6769
Si	1.3553	2.6306	-1.9377
Si	-1.6003	0.2222	-0.1159
Si	1.418	-1.209	0.6291
Si	-1.0698	-1.059	-0.1212
Si	1.7092	-0.408	-0.352
Si	1.5329	-2.3469	-0.135
Si	1.5223	-2.6907	-1.3587
Si	-0.5697	-0.9491	-0.2213
Si	-0.8549	0.3807	-1.3855
Si	-0.7277	-1.3659	-0.7395
Si	0.1342	0.142	-0.1744
Si	-0.1231	0.86	1.3328
Si	0.2039	1.5922	1.1623
Si	-0.2735	1.4879	-0.5542
Si	-0.2357	0.8265	-2.1848
Si	0.2252	1.0701	0.497
Si	-1.8732	-0.3397	-1.4174
Si	2.0754	-0.7354	-0.8838
Si	1.1196	-0.356	-0.2801
Si	0.1484	-1.3753	-0.5163
Si	-0.3494	0.9431	-0.2428
Si	-3.5492	-0.6272	0.5188
Si	1.1384	0.7392	1.0663
Si	-2.8987	-0.5	-0.4063
Si	1.9681	2.5473	0.5319
Si	-0.9309	1.9202	0.6365
Si	-0.1671	2.4818	0.5611
Si	0.6859	-0.5142	0.8874
Si	-0.9084	0.1304	-0.0712
Si	1.4091	0.6792	1.5469
Si	0.4923	-0.7011	0.1269
Si	1.3174	-0.763	-0.5916
Si	0.3677	-0.6052	0.6434
Si	-0.6838	-2.0751	0.3081
Si	-1.104	0.2675	-1.0342
Si	1.5753	0.996	0.2754
Si	0.1358	-0.1748	-0.4323
Si	-0.9711	-0.4685	0.0827
Si	0.0825	-0.1514	-0.501
Si	-1.499	2.7109	-1.4503
Si	0.3255	-0.2601	-1.7727
Si	0.979	-0.1677	3.0401
Si	0.1894	0.7563	-0.2905
Si	-1.0642	-0.5205	0.5808
Si	-1.6295	-1.4372	-1.2461
Si	-0.9484	-1.1786	0.8198
Si	-0.4563	0.3303	1.2506
Si	0.0692	-0.7331	-0.145
Si	0.3022	-1.8044	1.5122
Si	-1.104	1.5677	-0.1487
Si	-0.302	-2.707	2.4683
Si	1.1469	-1.1155	-0.2433
Si	0.5506	0.0542	1.8843
Si	1.2164	-1.1208	1.9473
Si	0.8993	-0.6579	-2.6589
Si	1.3168	-0.3804	3.1602
Si	1.5036	2.4992	1.0255
Si	2.2301	-0.2406	0.9366
Si	-0.8218	1.718	3.426
Si	-0.2488	1.6822	1.1243
Si	2.6418	0.8499	-2.8403
Si	1.7662	1.7011	0.5658
Si	-0.6595	0.6983	-0.265
Si	1.866	0.6056	0.545
Si	0.1885	0.3361	0.2303
Si	-2.4394	3.2418	1.0666
Si	0.1497	0.3362	1.7948
Si	0.392	-0.2037	0.6768
Si	1.1542	-2.6711	1.0023
Si	1.0024	1.022	0.7958
Si	2.1103	1.3214	-0.3146
Si	-0.846	0.8393	0.7553
Si	-0.604	1.9209	-2.6776
Si	1.4832	-1.4579	-2.3276
Si	-1.275	0.9117	-1.365
Si	-3.7884	1.1072	-3.3109
Si	1.9353	0.7954	-1.1183
O	-1.903	-1.0948	0.696
O	-0.0705	1.2766	0.071
O	0.9227	-0.4759	0.443
O	0.0309	0.1749	-1.9043
O	1.2316	0.9599	0.8049
O	-1.0041	-0.9795	-0.0911
O	1.9273	0.4326	-2.2657
O	0.9421	-2.397	1.7347
O	-0.1019	-0.2301	2.3781
O	-0.3116	-0.6433	-0.1947
O	-1.4704	0.0067	0.8552
O	0.0603	-0.163	0.395
O	2.2837	-1.8719	0.4619
O	-0.1164	0.2597	0.3033
O	-0.4398	-0.4427	0.3902
O	0.9727	0.2639	-1.2305
O	-0.7715	-1.2166	-0.9192
O	0.079	-4.4624	3.1388
O	-1.4486	1.5567	0.3306
O	1.3072	0.0859	-1.1044
O	-1.3109	1.338	-0.4431
O	0.6614	-0.1949	0.5252
O	-0.0771	1.3314	-1.3933
O	-2.2181	-0.0529	-0.4221
O	0.4723	1.3988	-0.6876
O	-0.4762	0.768	-1.1452
O	0.0328	-0.514	-1.0231
O	1.3094	-1.1581	2.9657
O	2.1049	-1.714	-1.8183
O	-0.5763	0.5402	1.6078
O	-0.4981	-0.5796	1.2669
O	1.509	1.0397	-0.9741
O	0.6908	-0.3972	0.7659
O	-4.1022	-1.2432	-0.709
O	2.3163	-1.4309	2.2802
O	-0.9505	1.5465	-2.7014
O	-0.3639	-0.6338	-0.8733
O	-0.024	-0.4899	0.4921
O	-0.6476	0.2881	-1.184
O	-0.7258	-0.9691	0.4452
O	-0.6105	-1.8912	-0.6174
O	0.8733	0.3056	-2.7844
O	-2.9538	-2.447	2.851
O	-1.228	0.8753	-0.7066
O	0.5712	1.6175	0.3243
O	-2.7006	1.6896	-2.0978
O	-0.2313	-0.5905	1.6135
O	0.2522	-1.2057	0.7448
O	-1.3053	0.2332	-0.8809
O	-2.1474	-0.2561	0.7298
O	1.137	-1.411	-1.138
O	-0.7883	0.0145	-0.6285
O	0.8042	-0.3981	1.4194
O	-0.3996	2.4855	1.7562
O	-0.4667	-1.2549	-0.7754
O	2.5659	-1.1998	0.8077
